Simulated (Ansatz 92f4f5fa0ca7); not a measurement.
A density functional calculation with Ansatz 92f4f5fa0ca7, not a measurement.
Periodic cell of 248 atoms, Si164O84, from a study of silicon, its oxide and their interface. The atomic structure is a simulated model.
Doubt: the cutoff is far below the 930 eV that the study's wrapper takes by default for these files, so forces and energies are approximate.
This geometry differs little from another in the collection (a relaxation step or a small displacement).

Settings
functional: PBE
potential files: Ansatz PAW
basis: plane waves
wave-function cutoff: 580 eV
density cutoff ratio: 5
exchange-correlation grid ratio: 1
k mesh: 1 x 1 x 1, Gamma-centred
self-consistency stop: 5e-08 eV per atom in the density residual
occupations: fixed
spin: none
net charge: 0

Cell vectors (angstrom)
a	10.938	0	0
b	0	10.938	0
c	0	0	37.6216

Atoms: element, x, y, z (angstrom)
Si	0	0	0.683
Si	5.469	0	0.683
Si	2.7345	2.7345	0.683
Si	8.2035	2.7345	0.683
Si	0	5.469	0.683
Si	5.469	5.469	0.683
Si	2.7345	8.2035	0.683
Si	8.2035	8.2035	0.683
Si	1.3673	1.3673	2.0503
Si	6.8362	1.3673	2.0503
Si	4.1018	4.1018	2.0503
Si	9.5708	4.1018	2.0503
Si	1.3673	6.8362	2.0503
Si	6.8362	6.8362	2.0503
Si	4.1018	9.5708	2.0503
Si	9.5708	9.5708	2.0503
Si	2.7345	0	35.5701
Si	8.2035	0	35.5701
Si	0	2.7345	35.5701
Si	5.469	2.7345	35.5701
Si	2.7345	5.469	35.5701
Si	8.2035	5.469	35.5701
Si	0	8.2035	35.5701
Si	5.469	8.2035	35.5701
Si	4.1018	1.3673	36.9373
Si	9.5708	1.3673	36.9373
Si	1.3673	4.1018	36.9373
Si	6.8362	4.1018	36.9373
Si	4.1018	6.8362	36.9373
Si	9.5708	6.8362	36.9373
Si	1.3673	9.5708	36.9373
Si	6.8362	9.5708	36.9373
Si	-0.5488	0.6062	27.3236
Si	5.9142	-0.4152	27.5895
Si	2.259	3.32	27.6003
Si	8.4655	2.1165	27.4623
Si	-1.4623	3.9685	28.6489
Si	5.0508	5.6817	27.6073
Si	2.8404	7.8717	27.4423
Si	7.6245	8.8089	27.2929
Si	1.2385	1.4663	28.6484
Si	6.8348	1.2814	28.9371
Si	3.9083	4.2166	29.0376
Si	11.2636	4.9587	27.4799
Si	1.2686	6.7306	28.7799
Si	6.7854	6.9423	28.5881
Si	4.0395	9.5424	28.6495
Si	9.4645	9.686	28.565
Si	2.6587	0.0371	29.9554
Si	8.2391	-0.0435	30.2299
Si	-0.0949	2.7264	30.1563
Si	5.3966	2.7407	30.1272
Si	2.5862	5.5567	30.36
Si	8.157	5.4926	29.9305
Si	-0.115	8.2439	29.9428
Si	5.4049	8.2006	30.0892
Si	4.0247	1.3438	31.4366
Si	9.5592	1.3567	31.561
Si	1.2472	4.0875	31.5706
Si	6.8084	4.1474	31.4023
Si	4.0715	6.8986	31.5577
Si	9.5109	6.8461	31.3697
Si	1.3045	9.586	31.3498
Si	6.7936	9.5318	31.4894
Si	0.0039	-0.026	32.846
Si	5.4269	-0.0014	32.8172
Si	2.6912	2.7181	32.8456
Si	8.161	2.7693	32.8256
Si	-0.0863	5.5127	32.847
Si	5.4512	5.4737	32.8386
Si	2.676	8.2761	32.83
Si	8.1677	8.165	32.8241
Si	1.3595	1.3427	34.2166
Si	6.8123	1.3685	34.1859
Si	4.0886	4.087	34.195
Si	9.5399	4.108	34.2108
Si	1.3502	6.8451	34.1906
Si	6.8259	6.8166	34.2135
Si	4.0838	9.5827	34.2083
Si	9.5543	9.5425	34.1902
Si	2.7595	0.0142	3.4167
Si	8.234	0.0186	3.4056
Si	0.0267	2.7536	3.4117
Si	5.5057	2.7533	3.4101
Si	2.7483	5.4819	3.4074
Si	8.2147	5.4663	3.4127
Si	0.0022	8.1949	3.427
Si	5.4718	8.2073	3.4096
Si	4.1557	1.3903	4.7672
Si	9.612	1.3879	4.7716
Si	1.4101	4.1118	4.7793
Si	6.9004	4.0821	4.7995
Si	4.1297	6.8192	4.7815
Si	9.5879	6.7931	4.8001
Si	1.4092	9.5558	4.7628
Si	6.8807	9.5625	4.735
Si	0.0729	0.0296	6.0869
Si	5.5663	0.0218	6.0837
Si	2.8368	2.8043	6.1342
Si	8.2961	2.7476	6.1989
Si	0.0251	5.4132	6.1788
Si	5.5262	5.4557	6.1304
Si	2.7564	8.1747	6.1445
Si	8.1928	8.169	6.1174
Si	1.4887	1.3978	7.4191
Si	6.917	1.3658	7.5125
Si	4.2042	4.152	7.5722
Si	9.6763	4.0539	7.6568
Si	1.362	6.8001	7.5251
Si	6.8525	6.7881	7.5341
Si	4.2215	9.5571	7.3816
Si	9.6085	9.5702	7.3632
Si	2.9232	0.0352	8.677
Si	8.204	-0.1566	8.786
Si	0.2499	2.6713	8.9672
Si	5.6044	2.7354	8.9104
Si	2.7849	5.5292	8.9429
Si	8.286	5.5034	8.9435
Si	-0.0187	8.2532	8.7914
Si	5.4104	8.1605	8.8428
Si	4.1028	1.4323	10.1767
Si	10.549	1.0323	10.5556
Si	1.8859	3.7858	10.2557
Si	6.9927	4.0775	10.2926
Si	3.6646	7.3298	10.2299
Si	9.3668	7.1935	10.2325
Si	1.5114	9.6203	9.9099
Si	6.9909	9.3003	10.1047
O	2.5229	8.4815	10.6135
O	8.2883	2.1864	13.6332
O	2.9866	2.5929	10.6115
O	-0.731	6.6057	11.5442
O	0.6674	10.7238	10.8698
O	6.2905	10.1441	11.3462
O	2.9247	8.5764	14.8306
O	8.1513	8.2456	10.692
O	-1.8241	0.4583	10.0338
O	-4.6054	6.6222	17.9478
O	8.0156	3.09	11.137
O	10.2588	1.8311	11.9598
O	-0.122	0.5316	25.7007
O	2.0504	8.3938	26.0958
O	10.544	5.454	26.0625
O	3.9918	6.7856	26.9644
O	16.3752	4.6392	26.3816
O	7.7432	2.1028	25.9357
O	5.6287	11.2889	26.1368
O	3.6967	4.6748	24.4119
Si	4.9521	5.8664	17.4309
Si	5.1873	12.1287	18.8763
Si	0.1672	11.5294	18.6699
Si	4.6393	-1.6714	20.9688
Si	-0.2401	10.6418	24.2855
Si	9.0563	2.8568	12.3809
Si	2.5741	12.7675	14.9408
Si	0.7632	5.6155	15.3055
Si	-0.0552	4.4573	22.3586
Si	7.1866	10.2351	20.136
Si	9.6588	8.808	18.7158
Si	2.5387	4.6872	18.9224
Si	2.4553	4.0721	13.1033
Si	3.0081	10.1739	18.5378
Si	-3.8234	6.9602	14.1723
Si	6.5693	-0.653	22.976
Si	10.1323	6.1781	24.6646
Si	1.6098	8.2562	24.5338
Si	6.9827	1.4678	14.2554
Si	3.0168	7.1845	22.1296
Si	3.6598	9.9716	14.3916
Si	0.1782	1.4709	21.619
Si	5.0477	5.6289	12.3947
Si	13.6928	7.8349	16.2918
Si	5.2347	2.9899	16.3597
Si	11.6027	6.7332	20.3004
Si	6.4143	1.4515	25.2101
Si	7.4398	7.477	17.0691
Si	0.7356	14.0513	16.9354
Si	3.0101	4.3524	22.9871
Si	9.739	5.8936	12.9522
Si	-7.853	2.375	20.9981
Si	8.2115	8.6305	24.931
Si	4.4278	3.7089	25.487
Si	6.5762	9.6686	15.265
Si	5.127	11.1123	11.9964
O	0.4314	7.1622	24.2733
O	5.2994	15.5491	16.4502
O	7.4555	11.0102	14.9772
O	-0.1093	2.0576	17.9081
O	5.453	13.3774	17.8819
O	2.4912	3.6507	20.1699
O	12.7162	11.2492	18.5799
O	9.8818	5.0246	23.5277
O	8.2422	6.4729	13.1387
O	6.8991	8.9893	16.7115
O	5.9426	9.1831	20.0009
O	8.7637	7.0826	24.7672
O	7.5697	10.476	21.7013
O	-0.3593	11.722	20.2218
O	1.4517	6.8298	16.1854
O	6.4222	2.4957	15.3762
O	4.3524	7.7648	21.4505
O	3.2	2.9463	26.2687
O	-0.2905	-3.0654	19.6268
O	10.9648	4.4665	16.2652
O	1.9257	4.9033	14.4012
O	5.3718	2.6106	24.7779
O	1.089	9.7225	24.0661
O	2.6468	0.222	14.8162
O	8.4814	9.5153	19.5497
O	10.8228	5.5765	21.1591
O	6.949	8.9644	23.9037
O	5.7574	6.176	13.7477
O	1.3874	4.2485	23.1122
O	6.1129	4.9809	11.3486
O	14.9763	16.2344	18.6694
O	1.8175	1.4514	21.4625
O	4.3504	10.9807	18.0472
O	-0.2985	6.286	14.2543
O	5.0169	10.1139	15.2774
O	12.4623	5.9454	19.1521
O	-0.5102	-0.8066	18.0671
O	7.6023	6.6132	15.6876
O	8.9231	-3.2181	17.719
O	4.2779	6.8758	11.6853
O	5.8541	12.1129	13.0928
O	9.3828	9.6852	24.457
O	4.0531	10.1341	12.8048
O	2.4722	2.4792	13.4514
O	2.0453	14.7052	17.671
O	1.1984	13.0832	15.7263
O	1.6541	18.4904	21.3082
O	-0.4479	2.9911	21.7496
O	4.0022	4.4803	12.8308
O	6.8132	0.6976	23.8361
O	3.8336	2.4506	15.7513
O	3.3312	-1.2054	20.0936
O	3.6948	3.0053	22.3756
O	2.6279	8.9324	17.526
O	5.0494	-0.7857	22.3138
O	1.5317	4.3659	11.7762
O	3.3143	5.6048	22.022
O	4.2725	1.6298	20.174
O	4.0992	6.9575	16.568
O	-4.2786	11.6025	19.3887
O	-0.3098	0.6614	22.9603
O	-4.0681	8.5743	14.083
O	9.7128	4.2719	12.8322
O	2.8843	7.786	23.64

Results
free energy: -152029.527 eV
free energy less fixed offsets of O -568.88, Si -635.61 eV per atom: -3.567 eV

Forces (eV/angstrom), in the order of the atoms: element, x, y, z
Si	0.0482	-0.0731	-0.0111
Si	0.0069	-0.0186	-0.0015
Si	0.0479	-0.0557	0.0006
Si	-0.0151	-0.058	-0.0084
Si	-0.0245	-0.016	-0.0065
Si	-0.0196	-0.0476	-0.0106
Si	-0.0638	0.0136	-0.0062
Si	-0.0003	-0.0146	-0.0024
Si	0.0609	-0.0049	-0.0223
Si	0.1071	-0.012	-0.0976
Si	0.0884	0.0446	-0.0132
Si	0.0945	0.0094	-0.0761
Si	0.0171	0.0303	-0.0442
Si	0.0153	-0.024	-0.013
Si	0.046	0.0347	-0.0816
Si	0.1137	-0.0268	-0.0284
Si	0.0339	0.0434	0.2287
Si	-0.0461	-0.0083	-0.2189
Si	-0.0709	-0.0018	-0.0857
Si	-0.0785	-0.0317	0.0078
Si	-0.059	0.0408	-0.1585
Si	-0.1299	-0.0228	0.2325
Si	-0.0776	-0.0132	0.039
Si	-0.1004	-0.0003	-0.0627
Si	-0.0199	0.0218	0.0128
Si	-0.0133	0.0431	-0.0042
Si	-0.0021	0.0394	-0.0042
Si	0.0117	0.0545	0.0088
Si	0.0181	0.0263	0.0117
Si	0.0299	0.0122	0.0007
Si	0.019	0.0341	-0.0145
Si	-0.0207	0.0445	-0.0068
Si	-0.0342	0.0369	0.0215
Si	0.0156	-0.0199	0.0186
Si	-0.0047	0.0674	0.0372
Si	0.0301	-0.04	0.0073
Si	0.0082	0.0121	-0.0042
Si	0.0068	0.0047	0.0339
Si	-0.0147	-0.0023	0.0439
Si	-0.0011	0.0221	-0.0054
Si	-0.0092	-0.0201	0.0004
Si	-0.0075	-0.0027	-0.0077
Si	-0.023	-0.0243	-0.0087
Si	0.0128	-0.049	0.0066
Si	0.0053	0.0072	-0.0118
Si	0.0069	-0.0141	0.0025
Si	-0.0041	0.0117	0.0009
Si	0.0094	0.0058	-0.0043
Si	0.0089	-0.001	0.0115
Si	-0.0053	0.0032	0.0212
Si	-0.0006	0.0032	0.0105
Si	0.005	0.005	0.0085
Si	0.0147	-0.0038	0.0082
Si	-0.0054	0	0.0112
Si	0.0033	-0.0034	0.0015
Si	-0.0029	-0.0023	0.0298
Si	-0.0044	-0.002	0.0038
Si	0.0007	-0.0031	-0.0159
Si	0.0078	0.0009	-0.018
Si	0.0018	-0.0017	0.0086
Si	-0.0015	0.0007	-0.0175
Si	-0.0029	-0.0056	0.0076
Si	0.0024	0.0028	0.0111
Si	0.0015	0.0043	-0.0095
Si	-0.0016	-0.0047	0.0066
Si	0.0024	0.0017	0.0095
Si	0.0008	-0.0049	0.0077
Si	-0.0026	0.0084	0.0075
Si	0.0019	0.0073	0.0052
Si	0.0012	-0.0038	0.0068
Si	0.001	-0.0029	0.0058
Si	0.0027	0.0022	0.0068
Si	-0.0018	0.0026	0.0047
Si	0.0017	-0.0021	0.005
Si	0.0001	-0.0016	0.0043
Si	-0.0001	-0.0048	0.0048
Si	-0.0044	0.0071	0.0046
Si	-0.002	-0.0025	0.0022
Si	-0.0012	0.0007	0.0026
Si	-0.0002	-0.0027	0.0038
Si	0.0061	0.0056	-0.0045
Si	-0.0044	0.0016	0.0021
Si	0.0003	0.008	-0.0016
Si	-0.0041	-0.0044	0.0033
Si	-0.0011	0.0008	0.0013
Si	0.0062	-0.001	-0.0009
Si	-0.0004	-0.0039	0.0013
Si	0.004	0.0002	-0.0034
Si	-0.0002	-0.0059	-0.0021
Si	0.0017	0.0072	-0.0047
Si	-0.0014	-0.0095	-0.0054
Si	-0.0014	0.0136	-0.0082
Si	0.0012	0.0059	-0.0094
Si	-0.0002	-0.0085	-0.0082
Si	-0.0066	0.0024	-0.0055
Si	0.0054	-0.0106	-0.0029
Si	-0.0102	-0.0161	0.0105
Si	-0.0221	0.0049	-0.0037
Si	-0.0078	-0.0106	0.0074
Si	0.0011	-0.0116	0.0008
Si	0.0009	0.0184	-0.0033
Si	0.0067	-0.0109	0.0078
Si	-0.0168	-0.0129	-0.0135
Si	0.0008	0.0011	0.0138
Si	0.0023	0.0253	-0.009
Si	0.0041	-0.0001	0.0156
Si	-0.0185	0.0156	-0.0084
Si	0.0079	-0.0058	-0.0003
Si	-0.0078	-0.0268	-0.0059
Si	0.0032	-0.0012	-0.0376
Si	0.0365	0.019	-0.0219
Si	0.0044	-0.0069	0.0045
Si	-0.0233	0.0001	0.0067
Si	0.0125	-0.0046	0.0084
Si	-0.0053	-0.0205	0.0275
Si	0.0221	-0.0088	0.0109
Si	0.0062	-0.0043	0.0637
Si	0.0044	0.0108	0.0155
Si	-0.0605	0.0072	-0.0036
Si	-0.0637	-0.0387	0.0597
Si	0.0242	-0.0076	0.0418
Si	-0.0269	0.0302	-0.0452
Si	0.0492	0.0239	-0.1364
Si	-0.0058	-0.0142	-0.0208
Si	0.0991	-0.0829	-0.1325
Si	0.0249	0.007	-0.0487
Si	-0.0484	0.0368	0.0045
Si	0.0497	0.0229	0.0038
O	-0.0091	0.0265	0.0541
O	-0.0184	-0.0116	0.0134
O	-0.0389	0.0232	0.0089
O	0.0111	-0.0148	0.0432
O	0.0243	-0.0243	0.0146
O	-0.0217	0.0038	-0.0248
O	-0.0015	-0.0043	0.0063
O	-0.0038	0.002	0.0169
O	-0.0061	0.002	0.0162
O	-0.0036	-0.0001	0.0011
O	0.008	0.0009	0.0122
O	-0.0162	0.0054	0.0011
O	0.0066	-0.0186	-0.0301
O	-0.0027	-0.0079	-0.023
O	-0.0054	0.0158	-0.018
O	-0.0009	-0.0004	-0.0372
O	-0.0007	0.0011	-0.0022
O	-0.0207	0.0001	-0.0055
O	-0.0087	0.0094	-0.0088
O	-0.0053	0.01	-0.0135
Si	-0.0007	-0.0012	-0.0032
Si	0.003	-0.0003	-0.0008
Si	-0.0038	0.0034	0.0017
Si	0.0022	0.0004	0.0011
Si	0.0141	0.0116	0.0145
Si	0.0185	-0.0088	-0.0001
Si	0.0021	-0.0114	-0.0103
Si	-0.0029	0.0036	-0.0028
Si	-0.0122	0.0073	0.0018
Si	0.0062	0.0004	-0.0014
Si	-0.0043	-0.0052	0.0017
Si	0.0011	-0.0016	-0.0029
Si	0.0165	0.0003	0.0017
Si	-0.0031	-0.0025	-0.0022
Si	-0.0103	-0.0183	-0.0121
Si	0.0061	-0.0005	0.0048
Si	-0.0059	-0.008	0.0311
Si	-0.0199	0.0189	0.005
Si	-0.0009	0.0159	-0.0193
Si	-0.0027	0.0053	0.0063
Si	-0.0066	0.0046	-0.0222
Si	-0.0082	-0.0099	0.002
Si	0.0043	-0.0011	0.0093
Si	-0.0015	-0.0029	-0.0024
Si	0.0016	-0.0045	-0.003
Si	-0.0024	-0.0018	-0.0005
Si	0.0083	0.0174	0.0018
Si	0.0009	-0.0055	0.0018
Si	-0.0008	0.0024	0.0002
Si	-0.0003	0.0017	0.0035
Si	0.0064	-0.0087	-0.0103
Si	0.0002	0.0018	-0.0045
Si	0.0023	-0.0116	-0.0109
Si	0.0064	-0.0295	0.0102
Si	-0.0047	0.0046	0.007
Si	-0.0052	0.0112	-0.0011
O	0.0029	0.0038	0.0057
O	-0.0005	0.005	0.0037
O	-0.0014	-0.0108	-0.0006
O	0.0018	-0.0022	0.0028
O	-0.0019	-0.0023	0.0048
O	0.0014	0.0005	0.0043
O	0.0007	-0.0005	0.003
O	0.0051	-0.0064	0.0004
O	0.0006	0.0031	0.0031
O	0.0028	0.0005	0.0053
O	-0.0014	0	0.0067
O	0.006	-0.0021	0.006
O	-0.0006	-0.0005	0.0026
O	0.0026	-0.0013	-0.0001
O	0.0026	0.0022	0.0003
O	-0.0033	-0.0005	0.003
O	-0.0004	0.0039	0.0068
O	0.0103	-0.0082	-0.0165
O	-0.003	0.0016	0.0024
O	0.0008	-0.0035	0.0036
O	-0.0066	0.007	0.004
O	-0.0097	0.0063	0.0175
O	0.0034	-0.0167	0.0135
O	0.0005	0.0039	0.0037
O	0.0031	-0.0029	0.0012
O	0.0055	0.0008	0.0026
O	-0.0037	0.0051	0.0096
O	0.0074	0.0074	0.0053
O	0.0019	-0.0027	0.0028
O	-0.0107	0.0068	0.0163
O	-0.0039	-0.0025	0.0029
O	0.0018	0.0007	0.0058
O	-0.0005	0.0019	0.0042
O	0.0052	-0.0013	0.0053
O	0.0126	-0.0022	0.0017
O	0.0034	-0.003	0.0064
O	0.0016	0.0006	0.0035
O	-0.0003	0.0025	0.0085
O	0.0031	0.0031	0.0037
O	0.0002	-0.0007	0.035
O	0.0153	0.0029	0.0071
O	0.0006	0.0034	0.0036
O	-0.0059	0.0026	0.014
O	0.003	0.0034	0.0042
O	0.0009	0.0019	0.0045
O	-0.0037	0.0027	0.0068
O	0.0009	-0.0037	0.0029
O	0.0046	-0.0013	0.0073
O	-0.0188	-0.0043	0.0004
O	-0.0022	-0.0122	0.0025
O	0.0014	0.0014	0.0044
O	0.0009	-0.0016	0.0036
O	0.0039	-0.0034	0.0075
O	-0.0004	0.0026	0.008
O	-0.0062	-0.0045	-0.0017
O	-0.0086	0.0079	0.0878
O	-0.0004	0.0044	0.0032
O	-0.0019	0.0004	0.0029
O	0.0014	-0.0042	0.004
O	-0.0031	-0.002	0.0055
O	0.003	0.0046	0.0042
O	-0.0014	0.01	0.0013
O	-0.0012	0.01	-0.0062
O	0.0043	-0.0065	-0.0065

The program warned: the cutoff lies below the one the program advises for these potential files; the forces do not sum to zero within the program's tolerance; the exchange-correlation potential is rough where the density is thin.
